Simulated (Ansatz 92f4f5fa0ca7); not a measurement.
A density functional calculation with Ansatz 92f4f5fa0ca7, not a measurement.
Periodic cell of 140 atoms, Si84O56, from a study of silicon, its oxide and their interface. The atomic structure is a simulated model.

Settings
functional: r2SCAN
potential files: Ansatz norm-conserving
basis: plane waves
wave-function cutoff: 1300 eV
density cutoff ratio: 4
exchange-correlation grid ratio: 1
k mesh: 2 x 2 x 1, shifted by 0.5 0.5 0.5 of a step
self-consistency stop: 5e-08 eV per atom in the density residual
occupations: Fermi-Dirac, 0.05 eV
spin: none
net charge: 0

Cell vectors (angstrom)
a  10.88  0  0
b  0  10.88  0
c  0  0  20.7144

Atoms: element, x, y, z (angstrom)
Si  -0.9248  1.7322  -1.7814
Si  1.0727  -0.6048  0.445
Si  0.4854  8.5673  -3.1308
Si  2.1903  5.7989  0.6961
Si  2.1881  1.8423  -1.0675
Si  7.2431  2.6384  2.3596
Si  3.7696  3.4783  0.0894
Si  7.3081  8.072  -0.2558
Si  1.4558  2.0992  3.5047
Si  0.0209  6.4205  -0.9225
Si  0.9374  10.6616  -2.2009
Si  6.615  6.5607  -1.943
Si  3.6591  2.1856  3.6452
Si  8.4976  4.4664  -1.493
Si  4.6049  5.6087  -0.0813
Si  9.5218  10.402  0.1233
Si  -0.5431  3.2788  4.0921
Si  4.4038  -0.377  2.6353
Si  1.0659  8.2727  3.535
Si  2.1443  6.0722  3.2722
Si  4.7017  1.9628  1.7111
Si  8.0977  0.4096  1.9682
Si  5.389  8.7622  1.3169
Si  9.5196  5.094  3.0704
Si  1.3925  4.2283  5.3181
Si  3.6666  -0.2117  5.0055
Si  0.6891  11.4932  4.9187
Si  4.2985  7.1684  3.2194
Si  7.7678  4.1289  4.233
Si  9.424  1.212  4.2411
Si  6.9173  10.1586  3.7095
Si  9.7634  6.9121  4.5537
Si  -0.1328  1.415  7.1218
Si  3.324  3.0255  6.056
Si  -0.3933  5.8199  6.4876
Si  3.1293  8.5168  5.3431
Si  5.9744  0.012  5.9026
Si  9.3191  3.035  6.5525
Si  5.9426  5.6497  4.5334
Si  8.2446  8.8729  5.0809
Si  1.78  2.6037  7.6675
Si  4.4329  5.0889  6.3897
Si  1.7002  7.1208  7.1466
Si  5.1964  8.414  6.8103
Si  7.3886  0.1297  8.2142
Si  10.998  4.1018  8.3699
Si  7.0604  7.2735  6.2202
Si  9.3216  10.5774  6.4535
Si  1.9236  0.3019  8.5894
Si  2.8482  -3.1742  11.495
Si  -0.6006  4.2586  14.4836
Si  4.8809  3.9719  11.0942
Si  6.0861  5.811  10.1946
Si  13.7818  -0.0039  14.5886
Si  9.217  7.9862  10.6178
Si  9.3252  3.5578  10.1558
Si  6.1564  5.0956  8.0026
Si  6.8524  -0.4205  15.0682
Si  3.5354  8.504  8.5325
Si  8.6727  5.5095  10.9426
Si  7.9609  -0.3367  10.3772
Si  10.9046  3.1313  11.8188
Si  10.0365  9.667  8.9948
Si  12.0868  6.3352  9.4296
Si  5.0067  2.446  15.9831
Si  7.0179  13.287  9.741
Si  6.2379  10.8539  11.9669
Si  3.3365  3.8702  13.8729
Si  -1.4081  8.8464  15.0347
Si  -10.5351  -2.6219  12.7309
Si  13.0893  7.8657  16.0051
Si  8.0221  5.9786  13.4515
Si  16.4471  7.3252  12.0197
Si  12.2887  6.3069  14.8198
Si  3.9288  11.1105  12.3375
Si  0.8843  1.8526  13.9262
Si  4.1869  2.8256  18.1833
Si  2.7111  12.9782  10.7723
Si  13.1084  0.9112  22.2845
Si  1.2407  7.9709  21.6023
Si  3.8281  0.2804  17.5963
Si  6.179  6.1574  22.2321
Si  8.1971  4.366  22.0133
Si  4.922  8.4617  16.854
O  -10.2988  2.14  -1.1608
O  5.943  -2.1704  -0.1486
O  9.1579  3.0866  -2.319
O  -1.9198  -1.9759  -0.1659
O  1.2739  5.3835  -0.6149
O  1.7072  4.8602  2.0096
O  0.181  -2.1404  -6.4346
O  -5.1346  9.2645  -5.1888
O  4.8994  2.7572  -1.0918
O  8.2552  -0.9834  -5.7847
O  10.4826  11.4805  -2.8068
O  3.6952  -3.4891  -4.2013
O  7.397  5.1484  -2.4599
O  5.2423  5.5103  -1.447
O  6.4027  -0.145  -7.1698
O  13.7271  -0.9132  8.2603
O  -0.8559  -2.3269  16.4747
O  10.3666  9.318  7.3701
O  2.9527  5.8109  6.7988
O  3.7658  8.1118  10.1412
O  13.5782  -1.7239  14.895
O  3.6566  0.9395  15.7795
O  8.6687  4.7432  14.5135
O  1.0903  6.617  13.2836
O  1.997  6.3779  10.8206
O  8.7468  7.3798  14.2952
O  12.5419  -2.0894  12.0201
O  5.3527  19.8444  12.1121
O  -4.3208  10.2349  9.4692
O  10.9109  5.3047  15.4454
O  12.3887  3.2266  11.0788
O  13.2828  13.5304  13.5249
O  -0.2784  -3.5548  9.8028
O  6.7261  1.0074  15.9954
O  3.8742  6.9673  12.443
O  2.5928  5.1307  14.7259
O  3.9987  4.2195  12.3851
O  6.7689  3.5472  8.4878
O  10.7555  4.363  12.8836
O  3.9926  13.9642  9.9829
O  6.4015  6.7101  13.4727
O  -1.0182  -2.3764  11.9632
O  -0.0029  1.801  12.6615
O  11.5131  -0.3792  9.3917
O  -10.6874  2.8672  15.0211
O  4.0733  9.5299  17.9906
O  1.4751  0.6363  14.6541
O  9.2463  0.8826  20.0731
O  20.4997  -5.2438  19.6018
O  7.1781  7.4808  21.8793
O  0.5383  7.4138  18.7615
O  4.6681  3.6244  14.7832
O  10.6857  7.1044  21.2699
O  7.4602  6.1456  7.3509
O  5.8117  -3.0218  18.0006
O  6.2862  2.9164  11.2247

Results
free energy: -35804.903 eV
free energy less fixed offsets of O -463.61, Si -117.95 eV per atom: 65.057 eV
pressure: -2.82 GPa
stress xx, yy, zz, yz, xz, xy (GPa, positive in tension): 3.31, 3.76, 1.4, 0.09, -1.59, 0.04

Forces (eV/angstrom), in the order of the atoms: element, x, y, z
Si  1.7872  2.3131  -0.6646
Si  -1.6003  -1.3043  -2.0152
Si  0.3875  -0.0964  -2.028
Si  0.9129  0.0417  -1.4884
Si  0.0817  0.5494  1.3024
Si  -1.0493  -1.3095  0.0685
Si  0.8382  -2.4392  -0.1722
Si  7.7305  -0.5922  -3.2256
Si  -0.8698  0.6198  -1.704
Si  2.1482  -1.8255  4.0411
Si  1.0608  -0.7212  0.0655
Si  -2.5511  -1.3855  -0.2339
Si  0.0671  -0.253  3.1679
Si  1.8406  -1.6323  1.7663
Si  -3.0129  0.4902  5.9841
Si  0.8412  -0.8257  3.3061
Si  1.2138  0.2819  0.7428
Si  -0.3326  0.9471  -0.7307
Si  -0.2007  -1.1817  0.2368
Si  -0.5425  -1.3301  0.8656
Si  1.6968  -0.1283  -0.0674
Si  0.5264  0.6968  2.0216
Si  -2.297  0.563  4.8743
Si  -0.2699  0.9635  -0.5941
Si  -0.4735  1.9168  -0.7657
Si  0.5776  2.1389  -0.9084
Si  0.3553  -2.0352  1.6324
Si  0.8967  -0.5427  -0.0105
Si  -1.1416  -0.8971  0.6287
Si  -1.4396  -1.1336  -0.6178
Si  -0.9824  -0.074  -0.62
Si  0.8416  1.6299  -0.9653
Si  0.8361  -0.6624  -0.8351
Si  1.1884  0.0503  -1.3167
Si  1.955  -0.8495  0.6618
Si  -0.5819  -1.6676  -0.2701
Si  -0.7167  -0.9734  0.5262
Si  -1.0122  1.5995  -1.8192
Si  -0.346  1.282  0.2861
Si  1.1831  -1.0993  0.0941
Si  0.206  -0.9604  0.5112
Si  -1.2061  -0.1799  -0.0157
Si  2.3598  -0.994  -0.2105
Si  -0.9888  1.4994  -0.2034
Si  -1.0515  1.3383  -1.8154
Si  -0.6479  1.3792  0.5016
Si  -1.1135  -1.3038  -0.7245
Si  0.5644  -1.7225  0.6639
Si  -1.8747  2.3233  2.4322
Si  -1.0779  -1.6341  -1.5407
Si  -0.9842  -0.0802  -0.7812
Si  2.0457  -0.8394  -1.6283
Si  0.8239  0.2222  2.0381
Si  2.2623  -3.9279  -0.6293
Si  -0.4724  -2.128  -2.914
Si  0.4997  -1.797  -0.8375
Si  2.1182  0.0351  0.6814
Si  -5.2066  3.2604  1.5153
Si  -0.1071  -0.9253  -0.0548
Si  -3.4306  2.9826  1.5705
Si  0.7891  -0.9337  2.176
Si  -0.0984  3.1411  -3.1452
Si  1.7696  0.7132  -1.5688
Si  -3.4014  0.5812  -0.3908
Si  1.4538  -0.9251  -1.1009
Si  1.3666  1.8674  0.1118
Si  -1.7102  -2.2322  0.3952
Si  0.231  3.8843  -0.1445
Si  -0.1634  -5.2454  -3.2211
Si  1.6911  -3.393  3.2347
Si  1.1813  4.5785  0.6693
Si  0.4922  2.6274  1.6233
Si  -1.2  0.1591  2.6714
Si  -1.9547  -6.1943  -1.7521
Si  -1.2864  0.9529  -0.592
Si  2.4525  4.4378  2.9826
Si  -1.612  -1.5264  -0.2623
Si  1.3885  0.1763  -1.683
Si  0.5727  0.3969  0.0709
Si  -0.7941  0.0697  2.4103
Si  -1.3356  0.1722  0.7805
Si  0.5841  -1.9429  1.3538
Si  -1.3254  1.1659  -1.9001
Si  -1.6985  2.2042  -1.3841
O  -1.2029  1.1933  -0.1011
O  -4.1363  4.5948  -3.7119
O  -0.0809  0.1548  1.513
O  -3.8124  -0.7531  -1.6321
O  -0.07  0.0843  -0.1567
O  1.1949  2.2548  -0.2108
O  -3.2257  2.1616  -0.0892
O  -1.1007  -1.0793  3.1985
O  0.9377  0.801  0.3892
O  5.3532  -1.4008  0.3746
O  -0.2816  0.0757  -0.7933
O  1.5927  0.8278  0.1435
O  0.008  2.1037  -0.5483
O  3.1815  2.1774  -5.8148
O  0.7167  1.0513  1.1133
O  1.5617  -0.6187  -0.1577
O  0.787  0.047  3.5221
O  -1.5537  0.9779  0.689
O  0.2899  0.9842  0.2496
O  -1.4699  1.3192  -0.8902
O  0.3213  2.1128  1.2561
O  1.1909  -0.4666  0.7408
O  -0.4384  -0.223  -1.5673
O  -1.9649  3.3207  -1.7298
O  0.6024  1.1107  -0.0103
O  0.712  0.7251  0.2214
O  2.0984  -0.2426  -1.5077
O  1.9454  0.5445  -0.887
O  0.4439  -1.2715  -1.8493
O  3.4003  3.9348  0.464
O  0.2099  -1.1027  -0.0257
O  -2.4714  -1.5491  0.9452
O  1.9668  -0.5592  -0.758
O  -1.4777  -1.2111  -1.5959
O  2.0408  0.6719  0.2283
O  0.605  -1.4682  -1.3097
O  -0.4908  -0.2597  1.7404
O  -1.034  0.9569  -0.3562
O  -0.2478  -0.966  0.9055
O  -1.7252  -0.8318  1.7928
O  1.1834  -1.1929  -2.3256
O  1.4243  0.8222  2.1999
O  -0.9762  -2.9626  -0.6536
O  -1.4989  -0.5976  0.0587
O  -1.55  -0.4372  -1.1651
O  0.9094  1.3919  -2.997
O  -2.2945  -1.9142  0.6122
O  -1.701  0.9289  -0.6961
O  -3.6139  -2.3677  -2.4394
O  1.3625  -2.1522  4.4401
O  0.0534  2.5166  -3.3241
O  0.4176  -2.9742  1.8378
O  0.7667  1.1521  -0.1338
O  -0.7799  -1.4746  0.6893
O  3.2392  -3.3007  0.4054
O  -0.9722  -0.034  -1.414
